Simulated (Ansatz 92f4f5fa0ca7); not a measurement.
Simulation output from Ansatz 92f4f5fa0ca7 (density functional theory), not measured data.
Periodic cell of 213 atoms, Si132O80H1, from a study of silicon, its oxide and their interface. The atomic structure is a simulated model.
Doubt: the cutoff is far below the 930 eV that the study's wrapper takes by default for these files, so forces and energies are approximate.
This geometry differs little from another in the collection (a relaxation step or a small displacement).

Settings
functional: PBE
potential files: Ansatz PAW
basis: plane waves
wave-function cutoff: 580 eV
density cutoff ratio: 5
exchange-correlation grid ratio: 1
k mesh: 1 x 1 x 1, Gamma-centred
self-consistency stop: 5e-08 eV per atom in the density residual
occupations: fixed
spin: none
net charge: +1 e, with a uniform compensating background and no finite-size correction

Cell vectors (angstrom)
a, 10.938, 0, 0
b, 0, 10.938, 0
c, 0, 0, 31.7339

Atoms and the computed forces on them: element, x, y, z (angstrom), force x, y, z (eV/angstrom)
Si, -0.3885, 0.354, 24.3394, 0.0063, 0.0048, 0.0196
Si, 6.1816, -0.5675, 24.3215, 0.0049, 0.0039, 0.0052
Si, 2.1418, 3.3097, 24.3983, -0.0046, -0.0177, 0.016
Si, 8.6233, 2.0867, 24.3033, -0.0066, -0.0064, 0.0097
Si, 0.489, 5.0835, 24.248, 0.0012, 0.0075, 0.0076
Si, 4.7488, 6.1124, 24.3129, 0.0355, -0.0092, -0.0185
Si, 3.0393, 7.9278, 24.4585, -0.0042, -0.0041, 0.0095
Si, 7.7713, 8.5293, 24.3052, 0.0027, -0.0124, -0.0089
Si, 1.2837, 1.4537, 25.615, -0.0097, 0.0141, -0.0108
Si, 6.9298, 1.2386, 25.7024, 0.0134, -0.0064, -0.0119
Si, 4.0374, 4.1743, 25.5293, -0.0183, 0.0101, -0.0199
Si, 9.5601, 4.0548, 25.3839, 0.0045, -0.0043, 0.0007
Si, 1.3726, 6.7902, 25.6522, -0.0003, 0.0051, -0.0061
Si, 6.7036, 6.8403, 25.5344, -0.0065, 0.0053, -0.0167
Si, 4.2113, 9.6346, 25.5419, 0.0107, -0.0161, -0.002
Si, 9.5284, 9.5397, 25.5628, -0.0061, 0.0085, -0.0107
Si, 2.7405, 0.038, 26.8865, -0.0064, 0.0066, 0.0093
Si, 8.2621, -0.0777, 27.0525, -0.0035, 0.0006, 0.0159
Si, -0.0705, 2.794, 26.9713, 0.0008, -0.0016, 0.0017
Si, 5.4664, 2.7405, 26.8778, -0.0023, -0.0014, 0.0169
Si, 2.7412, 5.4578, 27.0193, 0.0025, 0.0006, 0.023
Si, 8.1769, 5.4461, 26.8279, -0.0016, 0.002, 0.0058
Si, -0.0138, 8.1987, 26.9241, 0.0017, -0.0005, 0.0046
Si, 5.4609, 8.2291, 26.9868, 0.007, 0.0058, 0.0121
Si, 4.1018, 1.3673, 28.3157, -0.0183, 0.1725, -0.3916
Si, 9.5708, 1.3673, 28.3157, 0.0737, 0.1343, 0.471
Si, 1.3673, 4.1018, 28.3157, -0.2431, -0.0158, 0.3776
Si, 6.8362, 4.1018, 28.3157, 0.0541, -0.0448, -0.5704
Si, 4.1018, 6.8362, 28.3157, 0.0286, 0.1647, 0.3862
Si, 9.5708, 6.8362, 28.3157, -0.2824, -0.2213, -0.5454
Si, 1.3673, 9.5708, 28.3157, 0.1453, 0.0847, -0.4731
Si, 6.8362, 9.5708, 28.3157, -0.0122, -0.292, 0.6995
Si, 0, 0, 29.6829, 0.0655, 0.1819, 0.0182
Si, 5.469, 0, 29.6829, 0.1044, -0.0423, -0.0089
Si, 2.7345, 2.7345, 29.6829, -0.0985, -0.0115, 0.0054
Si, 8.2035, 2.7345, 29.6829, -0.0087, -0.1445, 0.016
Si, 0, 5.469, 29.6829, 0.0661, -0.0756, 0.0099
Si, 5.469, 5.469, 29.6829, -0.0083, 0.1043, -0.0022
Si, 2.7345, 8.2035, 29.6829, 0.0536, -0.0514, 0.0254
Si, 8.2035, 8.2035, 29.6829, -0.1846, -0.0372, 0.0507
Si, 1.3673, 1.3673, 31.0502, 0.0696, -0.0855, 0.0239
Si, 6.8362, 1.3673, 31.0502, -0.0441, 0.0648, -0.0213
Si, 4.1018, 4.1018, 31.0502, 0.0107, -0.0098, -0.0102
Si, 9.5708, 4.1018, 31.0502, -0.0445, 0.0581, -0.0363
Si, 1.3673, 6.8362, 31.0502, -0.0801, 0.043, -0.0194
Si, 6.8362, 6.8362, 31.0502, 0.0987, -0.0359, 0.0271
Si, 4.1018, 9.5708, 31.0502, -0.0461, 0.073, -0.0291
Si, 9.5708, 9.5708, 31.0502, 0.0258, -0.0633, -0.0196
Si, 2.7345, 0, 0.6835, 0.0224, -0.0513, 0.0215
Si, 8.2035, 0, 0.6835, -0.0432, 0.0486, -0.0167
Si, 0, 2.7345, 0.6835, -0.0287, 0.0288, -0.0011
Si, 5.469, 2.7345, 0.6835, 0.0359, -0.0572, 0.0301
Si, 2.7345, 5.469, 0.6835, -0.0312, 0.0549, -0.0109
Si, 8.2035, 5.469, 0.6835, 0.036, -0.0737, 0.0227
Si, 0, 8.2035, 0.6835, 0.0625, -0.0168, 0.04
Si, 5.469, 8.2035, 0.6835, -0.0284, 0.0086, -0.0043
Si, 4.1018, 1.3673, 2.0507, -0.0098, 0.0543, -0.045
Si, 9.5708, 1.3673, 2.0507, -0.0289, -0.1206, 0.0404
Si, 1.3673, 4.1018, 2.0507, 0.0437, -0.0023, 0.0346
Si, 6.8362, 4.1018, 2.0507, -0.0162, 0.0591, -0.0471
Si, 4.1018, 6.8362, 2.0507, 0.0147, -0.0542, 0.0284
Si, 9.5708, 6.8362, 2.0507, -0.0842, 0.0098, -0.0725
Si, 1.3673, 9.5708, 2.0507, 0.0181, 0.1472, -0.0685
Si, 6.8362, 9.5708, 2.0507, 0.0989, -0.0246, 0.0303
Si, 0, 0, 3.418, 0.342, -0.1721, -0.5868
Si, 5.469, 0, 3.418, -0.2684, 0.144, 0.5637
Si, 2.7345, 2.7345, 3.418, 0.216, -0.083, -0.2462
Si, 8.2035, 2.7345, 3.418, -0.3336, -0.0891, 0.3165
Si, 0, 5.469, 3.418, 0.0682, 0.2396, 0.3728
Si, 5.469, 5.469, 3.418, 0.0254, -0.1863, -0.4867
Si, 2.7345, 8.2035, 3.418, 0.083, 0.2815, 0.5488
Si, 8.2035, 8.2035, 3.418, 0.0895, -0.1385, -0.6323
Si, 1.3962, 1.3369, 4.7385, -0.0053, -0.0002, -0.0447
Si, 6.796, 1.3814, 4.8615, 0.0095, 0.0227, -0.0104
Si, 4.1391, 4.0869, 4.7691, -0.0076, 0.0252, -0.0383
Si, 9.5585, 4.0973, 4.786, -0.0067, -0.0118, -0.0026
Si, 1.3849, 6.8649, 4.8466, -0.0076, 0.0071, -0.0113
Si, 6.8076, 6.8579, 4.7127, -0.0291, -0.0179, -0.0586
Si, 4.0802, 9.6133, 4.9009, -0.0077, 0.0078, -0.0187
Si, 9.6423, 9.5008, 4.6959, -0.0007, 0.0245, -0.0481
Si, 2.6487, 0.069, 6.3211, -0.0073, 0.0076, 0.0272
Si, 8.2792, -0.0826, 5.9872, -0.0094, -0.0899, 0.0914
Si, 0.0491, 2.7277, 6.051, 0.0362, 0.0181, 0.0467
Si, 5.3672, 2.7414, 6.3331, 0.0032, -0.0124, 0.0192
Si, 2.8203, 5.49, 6.1307, 0.039, -0.037, 0.0461
Si, 8.1614, 5.5053, 6.0763, 0.0154, 0.0081, 0.0181
Si, 0.0058, 8.2331, 6.2388, -0.004, 0.0112, 0.0188
Si, 5.5517, 8.213, 6.1758, 0.0028, -0.0589, 0.0659
Si, 3.4219, 1.9692, 7.5733, -0.0028, 0.0098, -0.0278
Si, 10.01, 0.9242, 7.1828, -0.0272, 0.0091, 0.0043
Si, 1.7549, 3.7756, 7.302, -0.0418, -0.0115, -0.0244
Si, 6.2993, 4.7139, 7.2795, -0.0444, 0.0035, -0.1301
Si, 4.6226, 6.416, 7.3948, -0.0159, 0.0382, 0.0098
Si, 9.2659, 7.0608, 7.422, -0.0264, -0.0229, 0.0057
Si, 0.7427, 10.1292, 7.5191, 0.0076, -0.0136, -0.035
Si, 7.5057, 9.0239, 7.272, 0.037, 0.1287, -0.0405
O, 0.7761, 9.8491, 9.1852, -0.0007, 0.0212, 0.082
O, 1.1758, 4.5212, 8.6742, -0.015, 0.0052, 0.0056
O, 5.3554, -1.5285, 10.6578, 0.0022, 0.008, 0.0003
O, 7.0946, 9.8405, 8.6707, 0.0114, -0.077, 0.0095
O, 3.5462, 1.6223, 9.2049, -0.0013, 0.0013, 0.0488
O, 4.6192, 6.603, 9.1169, -0.0438, 0.016, -0.044
O, 6.5526, 4.8565, 9.1617, 0.0671, -0.0774, 0.1912
O, 9.8476, 6.0951, 8.6984, 0.0189, -0.0132, 0.0086
O, 2.4439, 2.9189, 22.7987, 0.0121, -0.0088, -0.0065
O, 6.3034, 10.8459, 22.6939, -0.002, 0.0173, 0.0007
O, 7.6838, 2.2645, 22.9105, -0.0092, 0.0049, 0.0017
O, 0.3694, 5.598, 22.6709, -0.0127, 0.0108, -0.041
O, 2.315, 8.6238, 23.1035, -0.0044, 0.0107, 0.0034
O, 8.1834, 8.0249, 22.7723, -0.0046, -0.0166, -0.0521
O, 4.8935, 5.8005, 22.7028, 0.0098, 0.0099, -0.0369
O, 11.309, 10.5824, 23.0092, 0.0161, -0.0146, -0.0071
Si, 0.3417, 3.6448, 14.9572, -0.0115, 0.0054, 0.0033
Si, 6.9316, 11.2027, 14.0802, -0.0069, -0.0044, -0.005
Si, 3.8972, 2.0512, 10.7388, 0.0482, 0.0111, -0.0131
Si, 3.3934, 1.7045, 22.2792, -0.0042, 0.0104, 0.0172
Si, 1.8778, 10.0989, 22.5556, -0.0048, -0.0031, 0.0134
Si, 4.8813, 10.202, 12.0123, -0.0087, 0.0195, 0.0044
Si, 13.3582, 11.1952, 19.8604, 0.0038, 0.0053, 0.006
Si, 6.3727, 13.4427, 17.0342, -0.0039, 0.0074, 0.0035
Si, 9.6969, 3.4077, 19.7029, -0.0002, 0.0111, -0.0103
Si, 2.7464, 17.5582, 19.4011, -0.0038, -0.0036, -0.0045
Si, -1.4785, 13.2899, 16.9379, 0.0033, 0.0044, -0.0083
Si, 1.5977, 8.6219, 15.6309, -0.0064, 0.0091, 0.0026
Si, 1.1345, 6.2704, 12.1778, -0.0208, -0.0142, -0.0017
Si, 10.4326, 11.567, 19.0631, 0.0041, 0.0022, -0.014
Si, 9.5855, 6.0549, 13.9781, -0.0049, -0.0025, 0.0084
Si, 5.4515, 14.1006, 14.3599, 0.0052, 0.0149, -0.0076
Si, 11.0227, 5.8538, 21.0784, -0.0122, 0.0043, 0.0256
Si, 6.3979, 12.4211, 22.2355, -0.0001, -0.0183, 0.0087
Si, -0.9269, 2.029, 10.0721, -0.0157, 0.0409, -0.0255
Si, 5.3633, 5.7296, 21.156, -0.0109, 0.0131, 0.0448
Si, 5.974, 6.323, 9.9773, 0.0382, 0.0545, -0.1059
Si, 7.0302, 16.012, 12.4717, -0.0082, -0.011, -0.0279
Si, 2.5437, 14.4989, 12.9598, 0.0102, 0.0067, 0.0173
Si, 11.5922, 10.6298, 10.629, 0.0064, -0.0176, -0.0179
Si, 8.8976, 10.9085, 11.8805, -0.0354, -0.0213, -0.0313
Si, 13.2018, 9.0493, 12.6087, 0.0009, 0.0067, 0.007
Si, 6.7088, 3.2445, 20.0141, -0.0024, -0.0034, -0.0149
Si, 8.5821, 9.2355, 18.8396, -0.0077, -0.0093, -0.0093
Si, 8.1483, 7.4061, 21.2569, 0.0027, 0.0217, 0.0215
Si, 6.5926, 3.4221, 10.1748, -0.0339, -0.0498, -0.127
Si, 6.8665, -1.7688, 10.1229, 0.055, -0.05, -0.0236
Si, 6.3083, 10.4541, 17.0437, 0.0064, 0.0024, -0.0037
Si, -0.1294, 5.0279, 9.5053, -0.0022, -0.0251, -0.0136
Si, -0.9381, 7.5443, 16.6159, -0.0071, 0.0013, -0.0033
Si, 1.4782, 5.8629, 16.8029, -0.0019, -0.0021, 0.0021
Si, 3.5845, 9.3478, 17.8187, -0.0041, 0.0011, -0.0047
O, 8.4503, 11.1663, 13.4297, -0.0026, -0.0041, -0.0112
O, 7.9126, -1.1027, 11.1467, 0.0104, 0.0278, -0.007
O, 10.3438, 10.2062, 11.602, -0.0161, 0.0135, -0.011
O, 2.4224, 5.6223, 18.1175, -0.0005, 0.0026, 0.0063
O, 9.6072, 6.6929, 20.9611, -0.0044, 0.0027, 0.0138
O, 4.9305, 2.0983, 22.6733, 0.001, -0.0013, 0.0068
O, 9.73, 3.5202, 18.0592, -0.0009, -0.0053, 0.0071
O, -3.991, 10.4633, 15.5273, -0.0034, -0.0021, 0.0019
O, 3.0788, 8.0657, 18.6966, 0.0006, 0.0039, 0.0079
O, 0.5275, 12.2487, 10.2977, -0.0061, -0.009, -0.007
O, 6.8104, 17.4203, 21.0417, -0.0158, 0.0113, 0.0147
O, 6.2345, 1.7551, 14.0308, -0.0024, -0.0062, -0.0042
O, 1.4008, 6.5905, 20.379, 0.0083, 0.0004, 0.0052
O, 3.5134, 10.6331, 18.8116, 0.0024, -0.0023, 0.0028
O, 9.2081, 17.8866, 15.2935, 0.0075, 0.0076, 0.0064
O, 7.0622, -3.4063, 9.8675, -0.0057, 0.0825, 0.0335
O, 14.0645, 12.4295, 20.6792, -0.0103, -0.0103, -0.0104
O, 13.6058, 13.7235, 11.5201, -0.0001, 0.0033, -0.0052
O, -0.9322, 3.651, 9.9583, 0.0264, -0.0275, -0.0103
O, 6.074, -0.6548, 13.0765, 0.0204, 0.0124, 0.003
O, 10.8849, 17.6318, 13.2237, -0.0029, 0.0008, -0.0037
O, 4.116, 6.2412, 20.2149, 0.0127, -0.0058, 0.0298
O, -3.0322, 13.3466, 16.4334, 0.0057, -0.0005, 0.0073
O, 2.06, 7.0418, 15.7966, -0.0001, 0.001, -0.001
O, 5.923, 5.9248, 11.5502, 0.0143, -0.0321, 0.1075
O, 4.3934, 0.7583, 11.5855, -0.004, -0.0021, -0.0172
O, 6.5712, 1.7199, 20.623, 0.0015, 0.0115, -0.004
O, 8.2796, 16.9195, 12.9757, 0.0163, 0.0075, -0.0023
O, 1.1162, 11.6348, 18.9998, -0.0124, 0.0031, 0.0087
O, -0.0214, 17.2883, 17.2712, 0.0072, -0.001, 0.0031
O, 7.5294, 3.9051, 11.4085, 0.0398, 0.0232, 0.0663
O, 5.4421, 14.2705, 15.9765, 0.0005, -0.0011, 0.017
O, 2.975, 11.2372, 23.0546, -0.0053, 0.0025, -0.0038
O, 10.8057, 4.4048, 20.3399, -0.0069, -0.0025, 0.0141
O, 8.9784, 8.0822, 17.7446, -0.0022, 0.0102, 0.007
O, 7.9248, 8.5762, 20.1563, 0.0074, -0.0382, 0.0372
O, 12.8882, 18.5749, 11.8675, 0.0027, 0.0088, -0.0024
O, 6.369, 3.2989, 18.4334, 0.0011, -0.0092, -0.0017
O, 1.3447, 15.4218, 15.9419, 0.003, 0.0046, -0.0005
O, 2.2086, 16.0913, 12.7178, 0.0028, -0.0062, -0.0112
O, 7.4742, 10.1884, 18.1348, 0.0003, -0.0038, 0.0089
O, 5.6252, 4.177, 20.7657, 0.0002, 0.0111, 0.0098
O, 2.5983, 9.5425, 16.5241, -0.0067, -0.0037, -0.0043
O, -5.2104, 11.9637, 17.2598, 0.0024, 0.0069, 0.0025
O, 9.3738, 1.4372, 8.6662, 0.0338, 0.0152, -0.0047
O, 10.9926, 8.7638, 16.1581, 0.0098, -0.0013, -0.0049
O, 10.5112, 13.385, 15.7126, -0.0077, 0.0016, 0.0081
O, 3.9306, 14.2138, 13.7796, 0.0038, -0.0019, -0.0022
O, -0.9665, 1.8292, 20.0944, 0.0001, 0.0002, 0.0076
O, 6.941, 2.195, 9.2065, 0.1086, 0.1193, -0.0537
O, 9.7876, 11.8476, 17.5956, 0.0015, 0.0067, 0.0069
O, -1.0687, 10.0823, 19.4127, 0.0025, 0.0032, 0.0135
O, 1.2589, 13.9092, 13.781, -0.0096, -0.0022, 0.001
O, 12.8769, 10.0464, 20.9281, 0.0055, 0.0091, -0.0096
O, 10.0431, 15.4822, 14.3676, 0.0157, -0.01, 0.0027
O, 1.5943, 9.1274, 14.0811, 0.0031, -0.0045, 0.0107
O, 0.3978, 5.7597, 10.8341, 0.0184, 0.0112, 0.0227
O, 8.2188, 3.8205, 20.2489, -0.0063, 0.0004, 0.0062
O, 3.8516, 9.2391, 12.796, -0.0022, -0.0106, -0.009
O, -5.8144, 9.3353, 17.2408, -0.0036, -0.0014, 0.0047
O, 5.082, 3.1954, 10.6943, -0.0576, -0.062, 0.0009
O, 1.9148, 10.2752, 11.5734, -0.0274, -0.009, -0.0211
O, 6.2932, 4.4164, 13.7364, -0.0142, -0.0183, 0.0161
O, 8.9712, 1.4786, 11.2091, 0.0035, -0.0537, 0.0223
H, 7.8409, 1.8922, 8.896, -0.1107, 0, 0.0702

Results
free energy: -129429.857 eV
free energy less fixed offsets of H -15.97, O -568.88, Si -635.61 eV per atom: -2.967 eV

The program warned: the cutoff lies below the one the program advises for these potential files; the exchange-correlation potential is rough where the density is thin.
